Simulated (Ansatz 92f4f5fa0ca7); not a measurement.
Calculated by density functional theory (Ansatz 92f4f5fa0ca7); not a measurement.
Periodic cell of 215 atoms, Si132O82B1, from a study of silicon, its oxide and their interface. The atomic structure is a simulated model.
Doubt: the cutoff is far below the 930 eV that the study's wrapper takes by default for these files, so forces and energies are approximate.

Settings
functional: PBE
potential files: Ansatz PAW
basis: plane waves
wave-function cutoff: 580 eV
density cutoff ratio: 5
exchange-correlation grid ratio: 1
k mesh: 1 x 1 x 1, Gamma-centred
self-consistency stop: 5e-08 eV per atom in the density residual
occupations: fixed
spin: none
net charge: -1 e, with a uniform compensating background and no finite-size correction

Cell vectors (angstrom)
a 10.938 0 0
b 0 10.938 0
c 0 0 31.5432

Atoms: element, x, y, z (angstrom)
Si 10.4365 0.5754 24.3351
Si 6.046 10.4992 24.1434
Si 2.1297 3.2513 24.0744
Si 8.7069 2.2597 24.2958
Si 0.4977 5.0551 24.1543
Si 5.0505 5.8972 24.1913
Si 3.3936 7.6517 24.1559
Si 7.8344 8.8282 23.9938
Si 1.3467 1.4789 25.4463
Si 6.9163 1.3081 25.4851
Si 4.0263 4.1025 25.3216
Si 9.6611 4.1026 25.4117
Si 1.4935 6.8163 25.3621
Si 6.8975 6.947 25.2404
Si 4.2286 9.5351 25.3387
Si 9.5362 9.6417 25.4308
Si 2.7793 0.0054 26.6485
Si 8.2192 -0.025 26.936
Si 0.0146 2.7705 26.9095
Si 5.4482 2.7387 26.6703
Si 2.7531 5.4369 26.8353
Si 8.2206 5.5236 26.6359
Si 0.0413 8.2097 26.6586
Si 5.5525 8.1985 26.7923
Si 4.1083 1.3661 28.0681
Si 9.5916 1.3724 28.2686
Si 1.388 4.1246 28.2657
Si 6.8327 4.1411 28.0213
Si 4.1614 6.821 28.1507
Si 9.5963 6.851 28.0479
Si 1.3993 9.5881 28.0427
Si 6.8411 9.5327 28.2643
Si 0.0526 -0.0231 29.5341
Si 5.4426 0.0167 29.4959
Si 2.7695 2.7079 29.5305
Si 8.1691 2.776 29.4878
Si -0.0222 5.5102 29.5046
Si 5.506 5.4528 29.514
Si 2.7508 8.2163 29.4585
Si 8.253 8.1627 29.534
Si 1.3962 1.3555 30.9147
Si 6.8123 1.3812 30.8472
Si 4.1274 4.0874 30.8966
Si 9.5507 4.1259 30.8542
Si 1.3705 6.861 30.8409
Si 6.8694 6.8067 30.9067
Si 4.0944 9.5812 30.8553
Si 9.6036 9.5476 30.9027
Si 2.7524 -0.0317 0.7338
Si 8.1797 0.0074 0.6716
Si -0.0312 2.7505 0.6838
Si 5.4833 2.7109 0.7275
Si 2.7119 5.4819 0.679
Si 8.2204 5.4351 0.7465
Si 0.0376 8.1784 0.729
Si 5.4674 8.2166 0.6834
Si 4.1268 1.3295 2.0933
Si 9.519 1.382 2.0413
Si 1.3204 4.1304 2.0647
Si 6.8569 4.0492 2.1045
Si 4.0707 6.8678 2.038
Si 9.6094 6.7996 2.0928
Si 1.3879 9.544 2.104
Si 6.8361 9.5718 2.0811
Si -0.0634 -0.0096 3.3328
Si 5.4835 -0.0179 3.5317
Si 2.6896 2.7143 3.3402
Si 8.1936 2.6763 3.5447
Si -0.0213 5.4585 3.5668
Si 5.4471 5.4799 3.3127
Si 2.7472 8.1904 3.5274
Si 8.2459 8.1839 3.4025
Si 1.2888 1.3412 4.7084
Si 6.855 1.2978 4.9632
Si 4.0652 4.1164 4.6744
Si 9.5327 4.0524 4.9394
Si 1.353 6.8644 4.9306
Si 6.8369 6.7911 4.7162
Si 4.1147 9.5619 4.9194
Si 9.6014 9.566 4.7925
Si 2.6201 0.02 6.1419
Si 8.2529 -0.1439 6.3114
Si -0.0111 2.6301 6.2387
Si 5.3776 2.7689 6.1097
Si 2.7548 5.428 6.1755
Si 8.0813 5.4244 6.2308
Si 0.0253 8.3085 6.2965
Si 5.5637 8.1439 6.1768
Si 3.4805 1.911 7.2076
Si 10.0555 0.8054 7.533
Si 1.7797 3.6507 7.3868
Si 6.1749 4.5261 7.4457
Si 4.6145 6.3362 7.3083
Si 9.1715 7.186 7.3476
Si 0.9803 10.1246 7.6945
Si 7.4028 8.8766 7.5133
O 4.5151 6.7153 8.8972
O 1.3734 3.9946 8.9533
O 9.7305 6.5342 8.7569
O 1.3862 10.0716 9.265
O 5.9679 4.1682 9.0561
O 3.6969 1.5789 8.7778
O 7.1389 8.932 9.148
O 9.6381 1.0988 9.0978
O 8.2642 2.5263 22.7283
O 10.9984 5.5497 22.6316
O 5.6437 0.0838 22.63
O 5.2852 5.3952 22.628
O 2.1445 2.8148 22.4662
O 3.3245 7.8473 22.5028
O 8.392 8.742 22.418
O -0.1704 11.2388 22.7462
Si 2.1665 3.0028 12.8711
Si 8.6443 1.2932 10.3741
Si 1.0773 4.5068 15.3327
Si 7.5048 5.517 12.1767
Si 2.4108 8.1852 21.2037
Si 5.3825 7.7456 12.4455
Si 9.2855 0.4427 15.4785
Si 2.9303 -0.0399 16.6381
Si 10.4667 1.1771 12.5694
Si 7.7688 2.834 21.2236
Si 9.2108 8.8162 14.3813
Si 1.4625 4.8278 10.3611
Si 4.4808 9.4909 19.1277
Si 11.0704 6.0988 21.1004
Si 6.6472 10.4381 14.8106
Si 5.3918 0.7341 21.169
B 2.3761 9.763 10.3949
Si 0.4309 10.6369 21.3827
Si 5.8543 5.2542 21.1222
Si 3.5511 7.2159 10.1104
Si 9.0578 5.6862 14.7779
Si 3.676 4.0763 19.0746
Si 10.0292 3.6666 19.2926
Si 4.2775 8.6584 15.3439
Si 0.4641 1.9204 17.1374
Si 6.7915 7.5412 19.2516
Si 5.2588 3.6295 16.7028
Si 7.7936 5.0412 17.4977
Si 6.6468 9.8919 10.3831
Si 4.2798 0.9158 10.1304
Si 0.0604 9.1553 11.8055
Si 9.1025 8.6345 20.9388
Si 4.5653 1.6604 14.5485
Si 2.4494 2.0864 21.0385
Si 6.2424 3.2452 10.3856
Si 3.4207 5.9218 16.7213
Si 9.8549 6.5548 10.3798
O 0.1257 2.6284 18.5704
O 2.9509 9.6315 15.5689
O 10.8559 4.8081 20.1268
O 7.5119 2.3511 9.9038
O 10.9067 5.3597 10.8185
O 6.5346 6.6551 12.8378
O 10.2688 8.0775 10.796
O 7.7168 9.4737 13.9588
O 8.3825 6.1752 10.9715
O 5.355 10.4932 20.0617
O 2.1803 3.8012 11.4319
O 7.9666 8.5593 19.766
O 6.2046 6.7344 20.5493
O 5.5179 2.7212 15.3754
O 1.3087 0.9272 20.6965
O 6.0785 8.9976 11.6312
O 4.5826 4.9785 16.0768
O 6.6021 3.934 17.5816
O 10.5548 10.7282 11.7274
O 5.5982 0.4918 13.9716
O 8.0342 5.1781 15.9131
O 9.7473 9.8049 15.583
O -0.3965 5.1131 15.077
O 1.5637 6.8432 20.7867
O 1.5165 0.6421 17.1577
O 6.5921 1.7799 20.8018
O 0.9799 1.8775 12.8198
O 3.2577 5.4918 18.317
O 9.46 2.0288 11.597
O 1.032 3.1083 16.1755
O 8.5493 5.083 13.3555
O 10.3951 8.7098 13.272
O 1.4445 9.4022 21.6897
O 10.0824 9.9346 20.6055
O 3.0957 0.0733 10.8494
O 5.0123 2.2518 10.8491
O 1.8103 4.1815 13.9306
O 7.9096 10.8355 10.8493
O 9.1376 4.4736 18.1987
O 5.6691 9.4813 15.7394
O 5.5133 -0.0831 9.7519
O 3.5883 2.2984 13.3772
O 1.9474 5.6707 16.0713
O 9.74 1.021 14.0211
O 4.3279 6.9492 11.5147
O 4.7676 4.4798 20.2055
O 9.9642 1.3431 16.6309
O 6.6365 4.2388 11.6335
O 5.5798 8.4075 18.5792
O 9.0649 2.7438 20.2388
O 3.6289 1.1329 15.7701
O 4.2421 3.0756 17.8872
O 9.9097 7.2176 20.8821
O 3.2879 8.7747 9.8521
O 3.9436 7.427 16.3775
O 7.6493 0.4775 15.6787
O 9.0001 7.3041 14.8971
O 3.931 1.4364 21.1657
O 1.6498 9.1648 11.5473
O 2.2711 6.2096 10.1218
O 7.3581 6.4705 18.1576
O 7.2237 4.3699 21.1334
O 4.5521 8.2042 13.794
O 3.3276 8.6758 19.9561
O 2.5094 3.2297 19.8563
O 3.7459 10.3703 17.9617

Results
free energy: -130698.937 eV
free energy less fixed offsets of B -154.04, O -568.88, Si -635.61 eV per atom: 3.783 eV

Forces (eV/angstrom), in the order of the atoms: element, x, y, z
Si -0.0056 0.03 0.067
Si 0.03 0.0113 0.0943
Si -0.0067 0.0058 0.0571
Si -0.0037 -0.0263 0.0778
Si 0.0236 -0.0015 0.0731
Si 0.0014 0.0084 0.0585
Si 0.0051 -0.0205 0.0655
Si -0.0068 -0.0117 0.0791
Si -0.0237 0.0325 0.056
Si 0.0241 -0.034 0.0704
Si -0.0245 0.005 0.0328
Si 0.0313 -0.0323 0.0485
Si 0.0112 -0.0184 0.0423
Si -0.0108 0.0157 0.0062
Si 0.0125 -0.0216 0.0214
Si -0.0576 0.0129 0.0731
Si 0.0064 0.0144 -0.1284
Si 0.0059 -0.0031 0.2184
Si 0.0048 -0.0015 0.2075
Si 0.0044 -0.015 -0.106
Si -0.0018 -0.0006 0.1328
Si 0.0307 0.0101 -0.1179
Si 0.0254 0.0215 -0.1132
Si 0.0157 0.0167 0.0974
Si -0.0042 0.0383 0.0685
Si -0.0065 -0.0064 -0.3622
Si -0.0015 -0.0561 -0.3504
Si 0.0132 -0.0589 0.1271
Si -0.0919 0.023 -0.0964
Si -0.0267 0.0063 0.0926
Si -0.0476 0.0004 0.1267
Si 0.0709 0.0816 -0.336
Si 0.0458 -0.055 0.0212
Si -0.0163 0.0175 0.0467
Si 0.0294 -0.0331 0.0518
Si -0.0515 0.0525 -0.0087
Si -0.029 0.0275 0.05
Si 0.03 -0.0348 0.0015
Si 0.0205 -0.0138 -0.0521
Si 0.0458 -0.0486 0.059
Si -0.0011 -0.0102 0.0281
Si 0.015 0.03 0.0053
Si 0.0081 0.0072 0.0097
Si -0.019 -0.0116 0.0082
Si 0.0139 0.0267 -0.0022
Si -0.0083 -0.0057 0.0208
Si -0.0361 -0.0222 0.0143
Si 0.026 0.0249 0.018
Si 0.0105 0.014 0.0057
Si -0.0157 -0.0556 -0.0148
Si 0.0297 0.0086 -0.0096
Si -0.0164 -0.0121 -0.0022
Si -0.0074 -0.0252 -0.0153
Si 0.0025 0.0012 0.0194
Si -0.0052 -0.0002 0.006
Si 0.035 0.0209 -0.0129
Si 0.0158 -0.0021 0.0001
Si -0.0392 0.0717 -0.059
Si -0.052 0.0438 -0.0037
Si 0.0384 -0.0335 -0.0281
Si -0.0652 0.0484 -0.0673
Si 0.0267 -0.0357 -0.0024
Si 0.0077 -0.0143 -0.0126
Si -0.0037 -0.0004 0.0262
Si 0.155 -0.0219 0.3649
Si -0.0033 -0.0212 -0.0937
Si 0.0151 0.0042 0.3573
Si -0.0013 0.069 -0.0912
Si 0.0529 -0.0299 -0.1191
Si 0.0295 -0.0917 0.4166
Si -0.0109 -0.0004 -0.0594
Si -0.0871 0.0114 0.1883
Si 0.0271 0.0503 -0.2171
Si -0.0199 -0.0115 0.0787
Si -0.0334 -0.0097 -0.232
Si 0.0036 -0.0422 0.1115
Si 0.0093 0.0066 0.1106
Si -0.0041 -0.0033 -0.2017
Si -0.0166 -0.001 0.0547
Si -0.0473 -0.0685 -0.1562
Si -0.1124 -0.075 0.0077
Si -0.025 0.0384 0.0102
Si -0.0091 0.0114 -0.0346
Si 0.0132 0.0009 -0.075
Si -0.0282 -0.0315 -0.0864
Si 0.0024 0.0137 -0.03
Si 0.0492 0.0507 0.0115
Si 0.0184 -0.0019 -0.0832
Si -0.0647 0.1726 -0.1471
Si 0.2263 -0.198 -0.2024
Si 0.0267 -0.0743 -0.2199
Si -0.0679 0.0504 -0.1994
Si 0.0686 -0.0523 -0.1004
Si -0.0829 0.0574 -0.1937
Si -0.1279 0.0959 -0.1451
Si 0.1533 -0.0393 -0.2274
O -0.0254 -0.0011 0.1265
O -0.0354 0.0543 0.1929
O 0.034 -0.0321 0.2078
O -0.0824 0.1113 0.0384
O 0.0051 -0.0504 0.2035
O 0.0787 -0.0838 0.2004
O -0.0215 0.0712 0.2566
O -0.1286 0.0528 0.2598
O -0.0239 0.0164 -0.0678
O -0.015 0.0212 -0.0677
O -0.02 0.0272 -0.0747
O 0.0148 -0.0142 -0.0629
O 0.01 -0.0292 -0.0796
O -0.0146 0.0202 -0.0658
O 0.0301 0.0004 -0.0927
O 0.0261 -0.0209 -0.0755
Si -0.0246 -0.0282 -0.1942
Si 0.0227 0.0551 -0.1002
Si -0.0054 0.0038 -0.1378
Si -0.0691 0.007 -0.1632
Si 0.0296 -0.0033 0.0082
Si -0.009 0.0088 -0.1404
Si -0.0164 -0.0199 -0.1695
Si 0.003 0.0164 -0.1542
Si 0.0251 -0.0055 -0.1929
Si 0.0284 0.0027 0.0064
Si 0.0006 0.0561 -0.1594
Si -0.023 -0.0164 -0.0757
Si -0.0215 0.0337 -0.1114
Si 0.0069 -0.0315 0.0134
Si 0.0378 -0.0335 -0.0703
Si -0.0048 -0.0285 0.0027
B -0.1979 0.01 -0.0852
Si 0.0009 0.0248 0.0243
Si -0.0221 0.0075 0.0116
Si -0.0426 0.0571 -0.0359
Si 0.0185 0.0109 -0.166
Si -0.0029 0.0149 -0.1074
Si 0.019 -0.0237 -0.0863
Si 0.0494 0.0085 -0.1552
Si 0.0024 -0.009 -0.1335
Si -0.0086 -0.0138 -0.0705
Si -0.005 -0.0182 -0.1291
Si -0.0058 -0.0288 -0.1387
Si -0.0298 -0.0415 -0.0693
Si -0.0621 0.017 0.1055
Si 0.287 -0.0139 -0.1172
Si -0.0308 0.009 0.0263
Si -0.0396 -0.0019 -0.167
Si -0.008 0.0351 0.0135
Si 0.0433 0.016 -0.0721
Si -0.0232 0.0499 -0.1235
Si 0.0591 -0.0592 -0.1385
O -0.0292 0.0381 0.078
O -0.0229 0.0255 0.0911
O 0.004 0.0225 0.0232
O -0.0033 0.0115 0.0501
O -0.0041 -0.0167 0.0638
O 0.0047 0.0183 0.0607
O -0.0396 0.0315 0.0191
O -0.0146 0.0035 0.0385
O -0.03 -0.0163 0.0561
O 0.0076 0.0133 0.0251
O 0.0371 -0.041 0.1053
O 0.0137 0.0012 0.0114
O 0.0001 -0.0015 0.012
O 0.0039 0.0325 0.0753
O -0.0002 -0.0106 0.0021
O -0.0271 -0.0066 0.0679
O 0.0084 -0.0103 0.0461
O 0.0187 0.0156 0.0475
O -0.0656 0.0491 0.0374
O 0.0036 0.0039 0.0478
O -0.0344 -0.0182 0.1117
O 0.0251 -0.0002 0.0656
O -0.0057 -0.0066 0.046
O -0.0053 0.005 0.0036
O -0.0098 0.0057 0.0458
O -0.0007 0.0024 0.0037
O 0.0074 -0.0102 0.0349
O 0.0047 -0.0294 0.071
O 0.0292 0.0117 0.0803
O -0.012 -0.0381 0.0647
O 0.0424 0.0008 0.1147
O -0.0763 -0.035 0.1158
O -0.0045 -0.0021 -0.0163
O -0.0013 -0.0073 -0.0023
O 0.0656 0.0835 -0.0808
O -0.0514 -0.0298 0.0069
O -0.023 0.0401 0.1132
O -0.0431 -0.038 0.0184
O 0.0173 -0.0116 0.0524
O -0.0267 -0.0056 0.0242
O 0.0281 -0.0153 -0.0862
O 0.0606 -0.0049 0.1009
O 0.0439 0.0088 0.0579
O -0.0353 -0.0232 0.1359
O 0.0403 0.0083 0.0919
O 0.0196 0.0085 0.0309
O 0.0398 0.0259 0.077
O 0.0293 0.0373 0.0708
O 0.0106 -0.0074 0.04
O -0.012 -0.0011 0.0225
O -0.0239 -0.0199 0.0776
O -0.0193 0.0043 0.0621
O 0.0077 0 -0.0034
O 0.1254 -0.0574 -0.0704
O -0.0122 -0.0353 0.0582
O 0.0071 0.0184 0.0475
O -0.003 -0.0347 0.0552
O 0.0149 -0.0026 -0.0035
O -0.0478 -0.0506 0.1322
O 0.0198 0.0016 -0.0009
O -0.0102 0.0359 0.0534
O 0.0033 -0.0098 -0.0002
O -0.021 0.0194 0.1234
O -0.011 -0.012 0.024
O -0.0019 -0.0137 0.0255
O 0.0364 -0.0354 0.1046

The program warned: the cutoff lies below the one the program advises for these potential files; the forces do not sum to zero within the program's tolerance; the exchange-correlation potential is rough where the density is thin.
